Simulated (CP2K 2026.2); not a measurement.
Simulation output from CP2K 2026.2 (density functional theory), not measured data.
Periodic cell of 534 atoms, Si358O176, from a study of silicon, its oxide and their interface. The atomic structure is a simulated model.
Doubt: the forces sum to 2.50 eV/angstrom along one axis rather than to zero, so they err by at least 0.0047 eV/angstrom per atom on average; the grid cutoff is modest.
This geometry differs little from another in the collection (a relaxation step or a small displacement).

Settings: functional PBE; method Gaussian and plane waves; basis set DZVP-MOLOPT-SR-GTH; pseudopotentials GTH-PBE; grid cutoff 350 Ry, relative cutoff 50 Ry; k points Gamma only; occupations fixed; spin none; net charge 0.

Cell vectors (angstrom)
a 16.4025 0 0
b 0 16.4025 0
c 0 0 35.4651

Atoms and the computed forces on them: element, x, y, z (angstrom), force x, y, z (eV/angstrom)
Si 0.438 15.775 35.318 -0.077 -0.047 0.014
Si 2.418 2.569 35.423 0.055 -0.078 0.284
Si 16.162 5.719 0.235 0.133 0.336 -0.219
Si 2.971 8.102 0.351 -0.125 0.098 -0.236
Si 16.095 11.15 35.393 0.252 -0.181 -0.169
Si 2.709 13.692 0.322 0.064 0.006 -0.383
Si 4.992 0.559 35.396 0.238 -0.267 -0.024
Si 8.64 2.687 35.302 0.004 0.189 0.008
Si 5.158 5.808 35.26 -0.12 -0.01 -0.321
Si 8.198 8.238 35.188 0.122 -0.072 0.161
Si 4.972 11.655 35.399 -0.138 -0.05 -0.035
Si 8.417 13.538 35.436 -0.067 0.152 -0.15
Si 10.815 0.371 35.215 -0.095 -0.276 -0.048
Si 13.886 3.055 0.01 -0.008 0.201 -0.052
Si 11.576 5.047 0.27 -0.136 0.198 -0.209
Si 13.92 7.892 0.323 -0.075 0.016 -0.319
Si 10.671 11.216 0.174 0.063 -0.24 -0.303
Si 13.707 13.226 35.392 -0.173 -0.103 -0.098
Si 1.211 1.197 1.367 -0.092 -0.186 -0.202
Si 3.935 4.158 1.097 -0.053 0 -0.144
Si 1.358 6.895 1.514 -0.087 -0.056 -0.253
Si 4.188 9.78 1.385 0.132 0.023 -0.226
Si 1.292 12.231 1.421 -0.207 -0.12 -0.18
Si 4.141 15.187 1.374 -0.049 0.229 -0.15
Si 6.83 1.564 1.093 0.108 0.002 -0.07
Si 9.781 4.003 1.417 0.081 0.045 -0.292
Si 6.932 6.764 1.12 -0.048 0.046 0.013
Si 9.502 9.513 1.262 0.055 -0.014 -0.044
Si 6.718 12.522 1.294 0.142 -0.14 -0.166
Si 9.64 15.18 1.183 0.015 0.012 -0.18
Si 12.505 1.387 1.134 -0.094 0.113 -0.247
Si 15.087 4.178 1.643 0.036 0.031 -0.303
Si 12.429 6.732 1.659 0.016 -0.117 -0.244
Si 15.036 9.623 1.418 0.034 -0.02 -0.174
Si 12.272 12.271 1.508 0.008 0.045 -0.101
Si 15.005 14.889 1.137 0.142 -0.1 -0.16
Si 16.388 2.645 2.789 0.133 -0.056 0.09
Si 2.707 0.021 2.749 0.032 0.162 0.233
Si 0.013 8.295 2.822 -0.039 -0.031 0.049
Si 2.736 5.449 2.709 0.084 -0.006 0.109
Si 16.318 13.63 2.716 -0.078 -0.055 0.042
Si 2.723 10.957 2.788 -0.011 -0.06 0.066
Si 5.426 2.852 2.527 -0.081 0.019 0.007
Si 8.178 0.099 2.543 -0.02 0.019 -0.131
Si 5.597 8.245 2.597 0.061 0.047 0.014
Si 8.267 5.431 2.597 0.006 0.047 -0.007
Si 5.486 13.844 2.748 0.018 -0.005 0.167
Si 8.122 10.975 2.602 -0.011 0.072 0.028
Si 11.119 2.634 2.719 -0.014 -0.118 0.077
Si 13.728 16.36 2.563 0.102 -0.087 -0.104
Si 10.895 8.177 2.71 -0.122 0.055 -0.028
Si 13.742 5.454 3.035 0.097 0.1 0.278
Si 10.933 13.795 2.669 -0.061 0.068 0.215
Si 13.634 10.895 2.816 -0.018 0.005 0.112
Si 1.394 4.062 4.095 0.109 -0.061 -0.071
Si 4.127 1.449 4.015 -0.057 -0.083 -0.116
Si 1.405 9.599 4.183 0.016 0.015 0.003
Si 4.157 6.872 3.998 0.011 -0.02 -0.137
Si 1.338 15.01 4.081 -0.073 0.058 -0.101
Si 4.104 12.397 4.064 -0.026 -0.007 -0.007
Si 6.837 4.125 3.972 -0.078 0.033 0.018
Si 9.586 1.356 4.007 0.142 -0.003 -0.011
Si 6.857 9.603 4.069 0.067 -0.086 -0.128
Si 9.542 6.812 4.055 -0.032 0.023 -0.001
Si 6.898 15.16 4.055 -0.053 -0.005 0.02
Si 9.532 12.363 3.993 0.008 -0.017 -0.188
Si 12.323 4.029 4.209 -0.003 0.02 -0.043
Si 14.997 1.293 4.087 0.001 0.103 -0.019
Si 12.242 9.534 4.121 0.068 0.019 0.001
Si 15.106 6.909 4.238 -0.025 -0.066 -0.034
Si 12.338 15.095 4.037 -0.093 -0.102 -0.021
Si 14.997 12.29 4.149 0.065 0.065 -0.086
Si 0.012 0.014 10.91 0.008 -0.014 -0.008
Si 2.756 2.751 10.917 -0.005 0.003 0.006
Si 0.016 5.465 10.921 0.007 -0.007 0.007
Si 2.741 8.194 10.926 0.002 0.009 0.009
Si 0 10.929 10.915 -0.008 0.001 0.002
Si 2.733 13.672 10.905 -0.011 0.03 -0.009
Si 5.473 0.028 10.898 0.005 -0.004 -0.013
Si 8.209 2.758 10.919 0.007 -0.011 0.007
Si 5.484 5.478 10.919 0.014 0.009 0.003
Si 8.204 8.193 10.903 0.017 0.01 0.007
Si 5.47 10.931 10.903 0.006 0.001 -0.003
Si 8.202 13.683 10.909 -0.004 -0.013 -0.003
Si 10.943 0.019 10.92 -0.007 -0.017 -0.016
Si 13.685 2.75 10.921 -0.013 -0.017 0.014
Si 10.942 5.483 10.898 0.006 0.012 -0.004
Si 13.679 8.201 10.907 0.005 0.012 0.014
Si 10.934 10.932 10.899 0.006 -0.006 -0.009
Si 13.672 13.672 10.927 0.003 -0.001 0.008
Si 1.371 1.39 12.27 0.014 -0.003 -0.001
Si 4.116 4.121 12.289 0.008 0 -0.002
Si 1.377 6.822 12.303 -0.006 0.021 0.005
Si 4.112 9.558 12.285 -0.019 0.006 -0.01
Si 1.369 12.295 12.276 0.001 0.009 -0.015
Si 4.092 15.061 12.249 -0.023 -0.081 -0.024
Si 6.827 1.399 12.276 -0.018 -0.03 -0.002
Si 9.581 4.132 12.279 0.018 0.003 -0.004
Si 6.85 6.829 12.29 -0.012 -0.005 0.002
Si 9.589 9.542 12.257 -0.019 0.04 -0.009
Si 6.84 12.293 12.264 -0.003 0.02 0.015
Si 9.574 15.052 12.275 0.039 0.036 -0.009
Si 12.316 1.388 12.286 0 -0.025 0.004
Si 15.052 4.11 12.305 -0.008 0.005 0.018
Si 12.312 6.835 12.275 -0.01 -0.015 -0.002
Si 15.048 9.553 12.29 -0.011 0.009 0.007
Si 12.303 12.287 12.272 -0.013 -0.019 -0.016
Si 15.048 15.05 12.273 0.009 0.008 0.002
Si 0.02 2.735 13.674 0.033 -0.054 -0.011
Si 2.738 0.032 13.624 -0.014 -0.019 0.001
Si 0.004 8.182 13.675 0.032 -0.012 0.001
Si 2.745 5.456 13.679 0.014 -0.008 0.007
Si 0.003 13.674 13.632 0.005 -0.008 0.007
Si 2.725 10.911 13.643 0.017 0.011 0.006
Si 5.481 2.773 13.666 -0.034 0.004 0.008
Si 8.202 0.033 13.62 0.029 -0.043 0.019
Si 5.467 8.171 13.654 -0.01 0.031 -0.012
Si 8.223 5.481 13.676 0.002 -0.003 -0.006
Si 5.442 13.667 13.59 -0.027 0.129 -0.021
Si 8.218 10.898 13.605 0.071 -0.081 -0.025
Si 10.962 2.783 13.639 -0.017 -0.031 -0.012
Si 13.694 0.021 13.645 -0.029 -0.007 0.008
Si 10.94 8.183 13.651 0.036 0.02 0.01
Si 13.68 5.49 13.664 -0.045 0.043 -0.033
Si 10.947 13.669 13.624 -0.016 -0.006 0.005
Si 13.655 10.908 13.644 0.001 0.053 -0.001
Si 1.389 4.084 15.058 0.013 0.061 0.067
Si 4.078 1.416 15.002 0.007 -0.003 0.006
Si 1.391 9.527 15.041 -0.006 0.043 0.016
Si 4.111 6.814 15.058 0.013 -0.016 0.044
Si 1.373 15.061 14.978 0.024 0.052 0.022
Si 4.091 12.301 14.972 -0.036 -0.058 0.019
Si 6.86 4.124 15.056 -0.031 0.018 0.06
Si 9.561 1.438 14.972 0.026 -0.009 -0.009
Si 6.877 9.514 14.978 -0.008 0.083 0.029
Si 9.595 6.833 15.058 0.001 0.003 0.051
Si 6.809 15.041 14.927 -0.09 -0.142 -0.06
Si 9.584 12.266 14.952 0.044 0.074 0.049
Si 12.329 4.127 15.039 0.013 -0.016 0.069
Si 15.051 1.374 15.047 -0.03 -0.033 0.057
Si 12.304 9.531 15.03 -0.054 -0.055 0.043
Si 15.023 6.845 15.065 0.002 -0.03 0.063
Si 12.331 15.033 14.983 0.016 0.036 -0.027
Si 15.02 12.3 14.976 -0.017 -0.046 0.03
Si 0.006 16.374 16.406 0.051 -0.012 0.01
Si 2.742 2.728 16.474 0.017 -0.065 0.122
Si 16.385 5.435 16.4 0.029 0.036 0.004
Si 2.744 8.151 16.452 0.003 -0.006 0.097
Si 16.37 10.91 16.324 -0.028 0.077 0.021
Si 2.737 13.699 16.323 -0.049 0.017 0.015
Si 5.497 0.059 16.282 -0.056 -0.07 0.023
Si 8.251 2.785 16.435 -0.033 0.024 0.043
Si 5.494 5.474 16.458 0.03 -0.055 0.026
Si 8.205 8.176 16.434 0.015 -0.007 0.073
Si 5.493 10.898 16.267 0.089 -0.112 -0.01
Si 8.118 13.585 16.23 -0.045 0.178 -0.045
Si 10.938 0.044 16.249 0.055 0.029 0.047
Si 13.716 2.785 16.419 -0.082 -0.042 0.033
Si 10.968 5.472 16.443 0.02 0.043 -0.024
Si 13.651 8.199 16.474 -0.005 0.052 0.115
Si 10.945 10.925 16.363 -0.009 -0.022 -0.007
Si 13.686 13.667 16.378 0.041 -0.041 0.006
Si 1.322 1.334 17.828 0.038 0.057 -0.061
Si 4.17 4.082 17.857 0.064 0.048 0.056
Si 1.298 6.771 17.806 0.052 -0.004 -0.107
Si 4.252 9.526 17.696 0.209 -0.054 -0.159
Si 1.31 12.319 17.626 -0.078 0.044 -0.188
Si 4.162 15.084 17.618 0.007 0.033 -0.129
Si 6.846 1.375 17.712 -0.026 0.009 -0.086
Si 9.614 4.158 17.864 -0.024 -0.068 -0.013
Si 6.891 6.784 17.887 -0.036 0.002 0.086
Si 9.529 9.629 17.754 0.018 0.08 -0.048
Si 6.801 12.226 17.683 0.022 -0.039 0.019
Si 9.457 15.058 17.418 -0.152 -0.231 -0.323
Si 12.288 1.387 17.67 -0.01 -0.036 -0.13
Si 15.09 4.111 17.879 -0.037 -0.056 0.12
Si 12.305 6.793 17.883 0.068 0.003 0.073
Si 15.027 9.637 17.809 -0.141 0.07 0.042
Si 12.318 12.293 17.723 0.098 -0.112 -0.041
Si 15.085 14.961 17.795 0.05 -0.061 0.05
Si 16.359 2.651 19.323 0.008 -0.036 0.206
Si 2.796 16.343 19.034 -0.019 0.096 0.205
Si 16.366 8.219 19.154 -0.04 -0.006 0.293
Si 2.665 5.389 19.179 0.079 -0.087 0.154
Si 0.044 13.539 19.233 -0.045 0.039 0.172
Si 2.831 11.011 18.748 0.006 0.005 0.263
Si 5.64 2.693 19.233 -0.087 0 0.115
Si 8.221 16.333 18.913 0.078 -0.098 0.369
Si 5.544 8.185 19.262 -0.095 -0.004 0.186
Si 8.312 5.484 19.369 0.033 0.177 0.134
Si 5.502 13.712 18.948 0.051 0.052 0.303
Si 8.094 10.889 19.193 0.048 0.028 0.257
Si 10.984 2.727 19.141 0.099 -0.058 0.195
Si 13.632 16.375 18.985 -0.023 -0.02 0.268
Si 10.889 8.292 19.099 0.045 -0.053 0.12
Si 13.747 5.45 19.342 -0.11 0.063 0.133
Si 10.684 13.624 18.696 0.076 0.318 0.217
Si 13.702 11.068 19.27 -0.016 -0.025 0.143
Si 1.667 3.722 20.64 -0.1 0.104 0.202
Si 3.967 1.476 20.386 -0.047 -0.139 0.229
Si 1.727 9.476 20.056 -0.043 -0.045 0.212
Si 3.749 7.096 20.379 -0.217 0.242 0.11
Si 1.691 14.755 20.389 0.171 -0.077 0.288
Si 3.857 12.588 20.162 0.057 0.027 0.2
Si 7.046 4.001 20.759 -0.17 0.166 0.031
Si 9.807 1.015 20.253 0.188 -0.189 0.186
Si 7.053 9.337 20.78 0.011 0.011 -0.11
Si 9.452 7.233 20.632 -0.03 0.003 -0.19
Si 7.127 14.778 20.323 -0.002 -0.107 0.207
Si 9.308 12.568 20.305 -0.027 0.04 0.132
Si 12.585 3.746 20.59 0.113 -0.114 0.041
Si 14.676 1.399 20.555 -0.097 0.016 -0.148
Si 12.471 9.427 20.422 0.074 0.18 0.114
Si 14.792 7.203 20.697 0.132 -0.001 -0.071
Si 11.845 15.197 19.923 -0.074 -0.099 0.011
Si 15.084 12.331 20.889 0.039 -0.003 -0.179
Si 16.329 16.11 22.693 0.05 0.024 0.1
Si 5.301 6.084 25.333 -0.136 -0.069 0.25
Si 14.588 9.185 25.883 0.093 0.084 0.22
Si 0.651 10.756 22.676 0.154 -0.09 0.365
Si 2.303 4.112 23.57 -0.036 0.031 0.37
Si 8.21 2.017 22.805 0.239 -0.21 0.176
Si 5.716 0.139 22.613 -0.178 -0.271 0.014
Si 4.822 5.386 22.54 -0.208 0.094 0.359
Si 11.5 5.793 22.721 -0.054 -0.059 0.017
Si 5.225 11.1 22.663 -0.18 0.109 0.217
Si 7.793 11.292 27.21 0.002 0.036 0.112
Si 12.885 13.757 22.367 -0.12 0.191 0.262
Si 0.737 1.869 24.82 -0.07 0.042 0.483
Si 1.019 9.17 25.16 0.205 0.045 0.161
Si 14.427 6.754 23.676 0.132 0.027 0.467
Si 11.215 11.248 22.59 -0.18 -0.128 0.088
Si 8.751 12.526 30.017 -0.05 -0.193 -0.345
Si 15.19 4.218 25.494 0.054 -0.08 0.297
Si 5.581 4.185 27.392 -0.028 -0.143 0.113
Si 0.507 5.319 27.918 -0.026 -0.058 0.024
Si 2.835 11.279 24.466 -0.011 0.026 0.193
Si 15.048 14.856 25.181 -0.111 -0.005 0.549
Si 4.525 16.334 29.834 -0.163 0.034 -0.092
Si 9.218 1.138 28.099 0.062 -0.072 -0.01
Si 10.338 1.82 25.201 0.256 -0.131 0.22
Si 10.474 4.931 25.531 0.045 -0.115 0.411
Si 9.527 11.687 24.814 -0.15 0.062 0.066
Si 3.266 13.832 26.251 0.008 -0.027 -0.054
Si 12.459 15.984 24.636 -0.115 0.25 0.441
Si 2.332 6.352 25.791 0.08 0.108 0.192
Si 12.867 3.409 29.889 0.066 0.132 -0.067
Si 14.697 7.315 28.317 0.053 0.005 -0.065
Si 8.059 8.623 28.415 -0.051 -0.014 -0.075
Si 1.101 15.762 26.658 0.056 0.101 -0.032
Si 16.096 15.891 32.241 0.1 -0.235 -0.438
Si 14.485 0.938 30.302 0.012 0.046 -0.396
Si 3.158 3.418 31.694 0.037 0.019 -0.367
Si 4.124 5.324 29.838 0.016 -0.002 -0.231
Si 2.489 14.35 28.978 -0.111 -0.068 -0.149
Si 13.701 12.128 26.17 0.038 0.013 0.205
Si 7.787 5.963 26.882 -0.056 0.099 0.128
Si 11.05 13.68 26.039 0.044 0.078 -0.008
Si 9.978 9.694 30.264 0.156 -0.008 -0.085
Si 10.133 14.772 28.57 0.044 0.013 -0.1
Si 5.779 15.391 25.367 0.015 -0.115 0.245
Si 6.838 12.673 24.746 0.134 0.115 0.22
Si 10.351 2.473 30.744 0.035 0.094 -0.179
Si 12.777 15.061 29.819 0.205 -0.02 -0.338
Si 8.564 4.275 32.479 0.071 -0.106 -0.383
Si 10.972 16.097 32.188 -0.085 0.061 -0.439
Si 2.204 0.83 31.21 0.025 -0.027 -0.192
Si 15.553 7.677 31.312 0.092 -0.015 -0.048
Si 16.382 3.551 33.608 -0.074 0.201 -0.149
Si 4.608 0.908 32.554 -0.124 -0.1 -0.377
Si 2.01 6.247 31.447 -0.16 0.215 -0.219
Si 7.567 8.563 31.327 0.199 -0.024 -0.548
Si 0.279 13.184 30.893 0.02 0 -0.241
Si 3.016 8.838 32.991 -0.18 0.059 -0.36
Si 6.147 5.919 32.159 -0.077 0.035 -0.408
Si 11.695 12.383 33.218 0.243 -0.273 -0.135
Si 6.026 9.808 33.386 -0.038 -0.059 -0.414
Si 10.307 6.725 33.301 0.169 0.039 -0.159
Si 6.221 1.199 27.533 -0.036 -0.006 -0.02
Si 12.785 10.533 31.053 -0.017 -0.124 -0.341
Si 12.865 4.89 27.251 0.126 -0.015 0.079
Si 14.26 12.381 29.198 -0.016 -0.043 -0.016
Si 13.062 8.048 32.848 0.124 -0.04 -0.305
Si 15.78 3.593 30.39 -0.05 -0.041 -0.59
Si 8.935 13.928 32.503 -0.106 -0.056 -0.27
Si 0.62 10.353 32.404 0.078 -0.039 -0.368
O 16.329 16.224 33.806 -0.19 0.332 0.038
O 15.7 12.945 29.636 0.187 0.146 -0.2
O 1.385 2.789 34.099 0.194 0.08 0.21
O 3.654 1.499 35.099 0.303 -0.021 0.004
O 0.168 5.05 34.24 0.126 -0.112 -0.074
O 15.685 2.005 29.879 0.133 -0.064 0.111
O 2.339 8.816 34.469 -0.285 -0.172 0.321
O 2.732 7.421 32.273 0.192 0.175 0.123
O 0.198 10.472 33.973 -0.269 0.17 0.413
O 2.22 10.03 32.209 0.069 -0.096 -0.041
O 3.741 12.698 34.886 0.255 -0.084 0.565
O 1.644 14.661 34.916 -0.308 0.39 0.477
O 5.483 0.344 33.805 -0.195 -0.005 0.085
O 5.358 0.325 31.198 0.297 0.236 0.167
O 9.665 1.495 34.754 -0.105 -0.09 0.239
O 8.36 3.692 34 -0.014 -0.276 0.281
O 4 6.974 35.185 0.158 0.258 0.481
O 5.486 5.651 33.622 -0.254 -0.349 0.385
O 9.242 7.792 33.969 -0.421 -0.128 0.065
O 6.907 9.064 34.549 0.19 -0.135 0.303
O 3.098 0.241 32.461 -0.262 0.19 0.019
O 5.668 11.285 33.941 -0.233 -0.011 0.217
O 9.399 12.218 35.289 -0.073 0.103 0.257
O 8.041 14.017 33.872 -0.285 -0.167 0.392
O 11.39 16.148 33.775 -0.156 0.037 0.482
O 10.306 13.113 32.842 0.108 0.007 -0.105
O 13.887 10.974 29.939 0.021 -0.134 0.238
O 12.69 4.088 34.906 -0.18 0.108 0.707
O 9.514 5.613 32.396 0 0.109 -0.078
O 11.512 3.651 30.768 0.118 0.113 -0.011
O 15.079 6.867 35.206 -0.032 -0.077 0.357
O 13.075 8.339 34.444 -0.057 0.232 0.305
O 11.391 11.045 34.134 -0.291 -0.253 0.298
O 13.342 9.482 32.133 -0.04 0.049 0.053
O 14.934 12.222 34.885 0.118 0.037 0.196
O 12.724 13.387 34.034 0.198 0.483 0.318
O 1.345 4.184 22.231 0.069 -0.002 -0.337
O 2.79 2.53 20.882 0.105 0.093 -0.26
O 4.47 0.793 21.807 -0.208 -0.143 -0.202
O 1.459 10.472 21.32 -0.073 0.263 -0.119
O 16.153 9.616 26.063 -0.084 0.185 0.049
O 3.923 6.591 21.94 0.204 -0.229 -0.126
O 2.726 8.352 20.715 0.198 -0.064 -0.284
O 1.061 15.441 21.748 -0.13 0.154 -0.247
O 2.043 2.8 24.518 0.191 0.22 -0.127
O 4.677 11.741 21.289 0.268 -0.208 -0.087
O 2.835 13.655 20.955 -0.228 0.06 -0.797
O 9.05 1.976 24.207 -0.267 -0.118 -0.323
O 7.868 3.487 22.143 -0.266 0.36 -0.296
O 11.002 16.369 20.729 0.031 0.219 -0.341
O 9.108 1.241 21.717 0.073 0.087 -0.118
O 6.337 9.98 22.175 -0.051 0.061 -0.35
O 8.279 8.272 21.286 0.107 0.199 -0.496
O 11.86 4.402 21.931 0.057 -0.039 -0.237
O 10.557 6.731 21.765 -0.02 0.115 0.068
O 12.365 12.347 23.012 0.186 0.02 0.156
O 6.443 15.421 21.679 -0.083 0.011 -0.05
O 8.25 13.697 20.946 -0.083 -0.122 -0.668
O 10.123 11.918 21.581 -0.068 -0.012 -0.002
O 13.596 2.524 21.187 -0.113 0.324 -0.457
O 14.194 8.527 27.336 -0.258 0.148 -0.143
O 15.148 0.388 21.78 -0.126 0.058 0.094
O 0.604 0.902 23.541 0.05 0.063 -0.3
O 13.594 8.318 20.904 -0.073 -0.254 -0.021
O 11.883 9.959 21.877 -0.071 0.01 -0.009
O 14.413 8.07 24.684 0.078 -0.213 -0.354
O 15.275 6.917 22.276 0.339 0.067 -0.657
O 14.403 13.563 21.783 0.147 0.136 0.035
O 12.005 14.021 21.053 0.148 -0.303 0.049
O 13.697 6.06 28.019 -0.293 0.04 -0.015
O 15.632 11.355 22.148 -0.18 0.271 -0.039
O 3.87 4.179 23.097 0.071 -0.044 -0.051
O 13.126 1.807 30.101 0.059 -0.114 0.108
O 6.607 6.744 26.049 -0.233 0.107 0.122
O 1.983 5.633 27.241 -0.175 0.009 -0.222
O 2.282 10.145 25.504 0.109 0.083 0.104
O 16.222 6.793 28.042 0.161 0.124 -0.272
O 7.123 8.478 29.754 -0.144 -0.094 0.239
O 0.556 9.385 23.585 -0.115 0.125 -0.197
O 15.819 14.979 23.756 -0.118 -0.352 -0.29
O 5.79 4.899 21.348 0.246 -0.147 0.035
O 5.1 15.873 23.968 0.135 0.23 -0.443
O 5.664 6.048 23.759 -0.132 0.177 -0.2
O 6.79 1.274 23.054 0.011 0.254 0.08
O 9.942 1.127 26.632 -0.105 -0.161 -0.182
O 8.977 5.348 25.985 -0.019 0.076 -0.27
O 3.9 6.837 25.718 0.244 -0.027 -0.163
O 12.879 6.49 23.232 0.001 0.082 -0.112
O 10.608 5.476 24.025 -0.354 -0.101 -0.196
O 3.97 10.519 23.553 0.041 -0.219 -0.026
O 3.412 12.552 25.277 0.185 0.035 -0.274
O 5.725 12.33 23.626 -0.129 -0.085 -0.239
O 9.446 11.185 30.594 0.076 0.162 0.11
O 12.646 15.091 23.284 0.127 -0.155 -0.211
O 6.669 12.005 26.252 -0.141 0.031 -0.111
O 13.981 16.127 25.23 0.143 0.052 0.031
O 16.129 4.46 26.793 0.202 -0.301 -0.233
O 13.673 4.081 26.075 -0.141 0.248 -0.233
O 11.59 0.972 24.51 0.083 -0.029 -0.24
O 12.142 12.534 26.432 -0.235 0.196 -0.174
O 15.133 5.477 24.449 -0.161 0.078 0.077
O 10.471 10.68 23.954 0.286 0.045 -0.446
O 10.231 13.163 24.748 0.246 -0.144 -0.184
O 9.901 13.638 29.698 0.194 0.146 0.201
O 9.54 9.228 28.77 0.144 -0.003 -0.103
O 7.703 1.69 27.961 -0.11 0.34 -0.169
O 15.784 2.82 24.879 0.092 -0.026 0.021
O 1.983 5.377 24.543 -0.338 -0.036 -0.098
O 7.132 4.668 27.651 0.056 0.083 0.102
O 1.909 2.415 31.392 -0.246 -0.111 0.121
O 1.391 7.65 25.548 -0.311 0.035 -0.18
O 4.695 5.189 28.337 0.004 0.233 0.071
O 6.913 9.893 32.013 0.017 0.322 0.158
O 2.865 13.311 27.756 0.086 0.147 0.039
O 14.379 13.344 25.277 -0.173 -0.043 -0.393
O 1.6 15.551 28.218 0.202 -0.003 -0.074
O 5.502 0.219 28.594 -0.013 -0.118 0.075
O 6.326 0.317 26.155 0.014 0.276 -0.178
O 0.85 16.382 31.183 0.03 0.208 0.202
O 5.345 2.583 27.516 0.035 -0.022 -0.158
O 10.796 3.335 25.552 -0.117 0.051 -0.249
O 9.071 15.995 28.623 -0.224 -0.2 0.304
O 5.124 6.053 30.899 0.133 0.3 0.288
O 11.547 5.579 26.583 -0.187 -0.047 0.058
O 9.218 11.227 26.36 0.163 -0.091 -0.206
O 9.064 3.113 31.468 -0.278 -0.059 0.297
O 4.694 14.613 26.298 0.14 0.007 0.298
O 6.957 14.297 24.992 -0.067 -0.14 -0.009
O 0.997 0.938 26.169 0.244 0.058 -0.193
O 11.682 15.121 25.756 0.184 0.005 0.028
O 15.027 2.835 34.251 -0.086 -0.464 -0.056
O 14.784 0.373 31.812 -0.033 -0.157 0.529
O 12.477 3.763 28.354 -0.158 -0.097 0.192
O 13.784 10.595 25.565 -0.235 -0.016 -0.385
O 14.754 7.791 29.874 0.183 -0.141 0.149
O 0.406 6.592 31.298 0.166 -0.34 0.068
O 7.339 9.729 27.449 0.027 0.03 0.116
O 8.121 11.945 24.054 0.048 0.109 -0.334
O 16.034 15.07 26.463 -0.073 -0.159 -0.024
O 14.421 12.089 27.618 0.219 0.003 -0.006
O 14.128 15.956 29.475 -0.045 0.078 0.051
O 16.033 14.284 31.929 0.059 -0.032 0.147
O 3.917 14.824 29.65 0.133 -0.015 -0.106
O 2.701 6.154 29.943 0.119 -0.067 0.246
O 2.459 4.832 32.21 0.165 -0.18 0.057
O 16.159 3.683 31.981 -0.089 -0.162 0.709
O 0.363 4.429 29.329 -0.227 0.108 0.401
O 7.118 4.663 31.846 -0.166 -0.035 0
O 0.411 11.786 31.687 0.091 -0.015 -0.048
O 1.685 13.659 30.212 0.241 0.155 0.314
O 2.157 14.918 25.719 -0.159 0.169 -0.152
O 7.039 7.287 32.17 -0.108 -0.12 0.355
O 3.905 3.777 30.288 0.119 -0.283 0.361
O 4.309 2.562 32.541 -0.056 0.103 0.1
O 11.582 9.719 30.304 0.094 0.12 0.151
O 3.138 0.822 29.861 0.023 0.171 0.129
O 9.219 8.683 31.323 -0.119 0.081 -0.005
O 4.623 9.046 33.03 0.166 0.045 0.196
O 8.354 7.136 27.843 0.303 -0.029 0.01
O 11.62 15.422 28.722 -0.041 0.177 0.058
O 5.15 4.533 25.857 -0.177 0.01 -0.058
O 1.553 11.806 23.567 -0.237 -0.161 0.023
O 10.012 2.043 29.196 -0.105 0.2 -0.114
O 8.009 13.214 31.319 0.2 0.302 0.185
O 12.15 15.328 31.315 -0.179 -0.152 0.247
O 9.488 15.4 32.034 -0.085 -0.053 -0.249
O 13.135 13.496 29.561 -0.031 0.08 -0.056
O 9.952 13.936 27.195 -0.096 -0.132 0.07
O 11.58 7.412 32.491 -0.158 -0.019 0.021
O 10.911 5.923 34.551 0.093 -0.124 0.069
O 10.826 1.196 31.609 0.255 -0.093 0.216
O 14.238 4.202 30.304 0.188 -0.059 0.316
O 12.35 11.887 31.819 -0.008 0.222 0.329
O 7.917 12.11 28.65 0.161 0.235 0.007
O 14.378 7.176 32.357 -0.281 -0.131 0.175
O 16.175 9.141 31.697 -0.109 0.124 0.061
Si 16.394 16.382 5.459 0.048 -0.04 -0.016
Si 2.774 2.741 5.46 0.018 0.063 -0.006
Si 0.065 5.458 5.488 -0.003 0.048 0.042
Si 2.799 8.193 5.452 -0.036 0.012 -0.045
Si 0.008 10.962 5.506 -0.017 -0.009 -0.021
Si 2.731 13.697 5.464 -0.015 -0.018 0.024
Si 5.484 0.076 5.404 0.026 0.036 -0.002
Si 8.21 2.751 5.368 0.011 0.004 -0.102
Si 5.494 5.492 5.389 0.102 0.053 -0.076
Si 8.209 8.211 5.433 0 0.063 -0.046
Si 5.466 10.983 5.413 0 -0.049 -0.033
Si 8.207 13.718 5.414 0.012 -0.004 -0.034
Si 10.94 0.013 5.424 -0.022 -0.008 -0.054
Si 13.699 2.673 5.513 -0.055 -0.053 0.061
Si 10.913 5.458 5.452 -0.015 -0.031 0.026
Si 13.647 8.229 5.519 -0.024 -0.038 0.025
Si 10.888 10.981 5.413 -0.001 0.008 -0.049
Si 13.642 13.701 5.46 0.025 -0.003 -0.04
Si 1.381 1.366 6.803 0.006 -0.011 -0.018
Si 4.139 4.133 6.794 -0.048 -0.028 0
Si 1.425 6.839 6.832 0.063 -0.085 0.018
Si 4.134 9.593 6.805 -0.028 0.017 -0.006
Si 1.383 12.326 6.847 -0.001 0.001 0.016
Si 4.123 15.087 6.784 -0.041 0.004 -0.007
Si 6.858 1.408 6.781 -0.024 -0.039 0.038
Si 9.548 4.093 6.8 -0.012 0.063 -0.004
Si 6.843 6.843 6.791 -0.042 0.007 0.011
Si 9.562 9.592 6.798 0.023 -0.023 -0.003
Si 6.839 12.339 6.784 -0.007 0.025 -0.016
Si 9.582 15.051 6.8 0.063 -0.06 0.023
Si 12.289 1.345 6.842 -0.014 0.06 0.035
Si 15.07 4.088 6.833 0.009 0.005 -0.035
Si 12.285 6.821 6.831 0.052 0.013 -0.008
Si 15.036 9.593 6.856 -0.029 0.024 0.023
Si 12.272 12.322 6.807 -0.015 0.017 -0.026
Si 15.028 15.036 6.837 -0.001 -0.012 0.004
Si 0.031 2.73 8.192 0.012 0.024 0.006
Si 2.749 0.015 8.175 0.003 -0.004 -0.002
Si 0.023 8.203 8.182 -0.033 -0.011 -0.006
Si 2.777 5.472 8.193 -0.003 0.056 0.016
Si 0 13.678 8.201 0.009 0.018 -0.005
Si 2.753 10.938 8.185 -0.014 -0.005 0.01
Si 5.493 2.761 8.164 0.038 0.026 -0.007
Si 8.212 0.025 8.16 0.003 0.014 -0.021
Si 5.486 8.211 8.169 0.007 0.006 0.002
Si 8.197 5.472 8.164 0.023 -0.003 0
Si 5.475 13.702 8.16 -0.013 -0.036 -0.003
Si 8.192 10.956 8.163 0.01 0.001 0
Si 10.926 2.741 8.18 0.026 -0.027 -0.003
Si 13.666 16.4 8.206 -0.013 -0.031 0.006
Si 10.927 8.217 8.17 0.008 0.019 0.022
Si 13.681 5.46 8.179 -0.038 -0.016 0.015
Si 10.927 13.685 8.188 -0.022 -0.015 0.001
Si 13.653 10.964 8.186 0.046 -0.009 0.004
Si 1.394 4.109 9.55 0.009 -0.013 0.006
Si 4.115 1.396 9.529 -0.019 -0.016 -0.01
Si 1.383 9.568 9.554 0.004 0.009 0.007
Si 4.126 6.85 9.554 -0.013 -0.009 0.001
Si 1.377 15.051 9.544 -0.017 -0.03 -0.008
Si 4.116 12.319 9.537 -0.003 0.006 -0.004
Si 6.844 4.117 9.547 -0.025 0.003 0.009
Si 9.568 1.381 9.553 0.008 -0.002 -0.01
Si 6.845 9.574 9.538 -0.014 0.009 -0.004
Si 9.567 6.839 9.528 -0.005 0.001 -0.004
Si 6.844 15.061 9.534 0.002 -0.006 -0.012
Si 9.562 12.31 9.543 0.016 -0.002 -0.012
Si 12.308 4.102 9.544 -0.002 0.018 0.009
Si 15.044 1.377 9.551 -0.006 0.006 -0.001
Si 12.305 9.571 9.54 0.01 0.012 0.002
Si 15.052 6.831 9.544 0.008 -0.004 0.008
Si 12.3 15.036 9.566 0.025 -0.004 0.001
Si 15.034 12.309 9.559 -0.013 0.011 0.002

Results
total energy: -115458.881 eV
total energy less fixed offsets of O -438.35, Si -107.03 eV per atom: 7.459 eV
